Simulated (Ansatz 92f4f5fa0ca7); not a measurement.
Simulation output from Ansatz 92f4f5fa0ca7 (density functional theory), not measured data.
Periodic cell of 215 atoms, Si132O82B1, from a study of silicon, its oxide and their interface. The atomic structure is a simulated model.
Doubt: the cutoff is far below the 930 eV that the study's wrapper takes by default for these files, so forces and energies are approximate.
This geometry differs little from another in the collection (a relaxation step or a small displacement).

Settings: functional PBE; potential files Ansatz PAW; basis plane waves; wave-function cutoff 580 eV; density cutoff ratio 5; exchange-correlation grid ratio 1; k mesh 1 x 1 x 1, Gamma-centred; self-consistency stop 5e-08 eV per atom in the density residual; occupations fixed; spin none; net charge -1 e, with a uniform compensating background and no finite-size correction.

Cell vectors (angstrom)
a 10.938 0 0
b 0 10.938 0
c 0 0 31.5432

Atoms: element, x, y, z (angstrom)
Si 10.4251 0.5689 24.3928
Si 6.0487 10.5057 24.1772
Si 2.1377 3.2555 24.114
Si 8.6979 2.244 24.3596
Si 0.501 5.0517 24.1929
Si 5.0626 5.9182 24.2522
Si 3.4121 7.6659 24.2186
Si 7.8321 8.8329 24.0214
Si 1.3516 1.4753 25.4681
Si 6.9354 1.2574 25.5709
Si 4.0373 4.1038 25.3436
Si 9.6589 4.0998 25.4375
Si 1.4916 6.8272 25.3805
Si 6.884 7.0041 25.3214
Si 4.2866 9.5189 25.4249
Si 9.4798 9.6606 25.5092
Si 2.7974 0.0051 26.654
Si 8.07 -0.1771 27.0917
Si -0.01 2.7402 26.9244
Si 5.4507 2.7207 26.6769
Si 2.7794 5.465 26.8457
Si 8.2247 5.5381 26.6419
Si 0.0231 8.2153 26.661
Si 5.7085 8.3597 26.9738
Si 4.1657 1.3119 28.088
Si 9.538 1.3139 28.233
Si 1.39 4.1184 28.2341
Si 6.8349 4.1364 28.02
Si 4.2073 6.8722 28.1347
Si 9.5481 6.9024 28.0666
Si 1.3946 9.5909 28.0411
B 6.839 9.5264 28.2413
Si 0.0422 -0.0225 29.5182
Si 5.6133 -0.151 29.3338
Si 2.7905 2.6871 29.5047
Si 8.1696 2.7645 29.4666
Si -0.0362 5.5257 29.4784
Si 5.5063 5.4596 29.4969
Si 2.7583 8.2177 29.4374
Si 8.0921 8.326 29.3676
Si 1.3965 1.3571 30.8838
Si 6.8027 1.3326 30.7707
Si 4.1275 4.0864 30.8642
Si 9.5508 4.1237 30.8208
Si 1.3718 6.8642 30.8091
Si 6.8799 6.8575 30.8272
Si 4.1407 9.5923 30.7777
Si 9.5538 9.5382 30.8256
Si 2.7755 -0.0337 0.6671
Si 8.182 0.0089 0.6261
Si -0.0293 2.751 0.649
Si 5.483 2.6829 0.6604
Si 2.712 5.4801 0.641
Si 8.2136 5.4617 0.6775
Si 0.0078 8.1847 0.6633
Si 5.4609 8.2111 0.6319
Si 4.1214 1.3301 2.0471
Si 9.5224 1.3789 2.0008
Si 1.3197 4.134 2.0219
Si 6.8523 4.0511 2.0263
Si 4.0734 6.8635 1.9951
Si 9.6041 6.8012 2.0425
Si 1.3845 9.5463 2.0313
Si 6.8237 9.5744 2.0222
Si -0.0475 -0.0102 3.3028
Si 5.4711 -0.0254 3.4727
Si 2.6906 2.7194 3.3037
Si 8.1889 2.6901 3.4751
Si -0.0199 5.4614 3.5064
Si 5.4474 5.465 3.2803
Si 2.7371 8.1916 3.4614
Si 8.2229 8.1853 3.3421
Si 1.2883 1.3632 4.6532
Si 6.8402 1.3022 4.8943
Si 4.0609 4.113 4.6211
Si 9.5291 4.0599 4.8796
Si 1.3543 6.8671 4.8762
Si 6.832 6.7942 4.6539
Si 4.1014 9.556 4.8702
Si 9.5746 9.5643 4.7203
Si 2.6148 0.0374 6.0895
Si 8.2285 -0.1353 6.2479
Si -0.0236 2.6466 6.183
Si 5.3735 2.7641 6.0563
Si 2.7496 5.4265 6.1186
Si 8.0888 5.4369 6.1614
Si -0.0079 8.2937 6.2173
Si 5.5621 8.1408 6.1317
Si 3.4725 1.9356 7.1611
Si 10.0204 0.8268 7.4555
Si 1.7717 3.6536 7.3328
Si 6.2036 4.5235 7.368
Si 4.6326 6.3041 7.2407
Si 9.157 7.1879 7.3067
Si 0.8886 10.1537 7.5057
Si 7.4064 8.8848 7.4694
O 4.5545 6.6008 8.8729
O 1.4021 3.9778 8.9327
O 9.733 6.545 8.734
O 1.2975 10.1068 9.1459
O 6.0671 4.2223 9.0166
O 3.699 1.6222 8.7608
O 7.1307 8.9657 9.1268
O 9.6471 1.081 9.063
O 8.1984 2.5018 22.7958
O 10.9833 5.5321 22.6628
O 5.6147 0.1052 22.6655
O 5.3187 5.4436 22.673
O 2.1715 2.8204 22.4986
O 3.3556 7.9044 22.5594
O 8.3887 8.7282 22.4324
O -0.1906 11.184 22.8023
Si 2.15 2.9632 12.8922
Si 8.682 1.3108 10.3468
Si 1.0618 4.493 15.3582
Si 7.5401 5.5811 12.2004
Si 2.4342 8.1864 21.2575
Si 5.414 7.7958 12.46
Si 9.2705 0.4505 15.5023
Si 2.9185 -0.0474 16.6818
Si 10.4618 1.1524 12.6055
Si 7.7577 2.8215 21.2818
Si 9.1333 8.7782 14.4571
Si 1.4715 4.7699 10.3518
Si 4.4895 9.4765 19.1643
Si 11.0899 6.0989 21.1465
Si 6.6186 10.4427 14.8516
Si 5.3886 0.731 21.1965
Si 2.3395 9.81 10.374
Si 0.4203 10.6333 21.4262
Si 5.8542 5.2616 21.1669
Si 3.6381 7.0822 10.0995
Si 9.0405 5.6809 14.8484
Si 3.6593 4.0871 19.1236
Si 10.0325 3.6648 19.36
Si 4.2579 8.6641 15.3609
Si 0.4507 1.915 17.1838
Si 6.8042 7.5329 19.2643
Si 5.2577 3.6216 16.7619
Si 7.7902 5.0104 17.5475
Si 6.6591 9.9254 10.356
Si 4.374 1.0573 10.0942
Si -0.0335 9.0814 11.9005
Si 9.1104 8.63 20.9662
Si 4.5516 1.6641 14.5955
Si 2.4438 2.0891 21.0746
Si 6.3247 3.3459 10.3623
Si 3.4317 5.911 16.7449
Si 9.8777 6.5312 10.3429
O 0.108 2.6179 18.6107
O 2.9293 9.6322 15.5932
O 10.8795 4.8162 20.1512
O 7.58 2.416 9.9336
O 10.9212 5.3349 10.7905
O 6.5943 6.7429 12.8603
O 10.325 8.0525 10.7794
O 7.6687 9.4552 13.9985
O 8.4179 6.2093 10.9851
O 5.3637 10.4821 20.0891
O 2.1569 3.7318 11.4374
O 7.9898 8.5386 19.7705
O 6.218 6.7232 20.5532
O 5.5057 2.7125 15.4278
O 1.2872 0.9404 20.7485
O 6.0507 9.0607 11.6147
O 4.618 4.9833 16.1228
O 6.5991 3.9033 17.6466
O 10.5129 10.6576 11.8246
O 5.5813 0.4974 14.0041
O 8.035 5.0828 15.9513
O 9.7409 9.8119 15.5769
O -0.394 5.1527 15.1238
O 1.5984 6.8281 20.8598
O 1.505 0.6376 17.1964
O 6.5949 1.7686 20.8126
O 1.0108 1.7813 12.8368
O 3.2467 5.496 18.3374
O 9.5306 2.0059 11.575
O 1.0042 3.1 16.2048
O 8.566 5.1357 13.3889
O 10.2793 8.5644 13.3105
O 1.4492 9.4039 21.6898
O 10.0789 9.9387 20.6258
O 3.177 0.2126 10.8683
O 5.0737 2.3617 10.8256
O 1.7359 4.1382 13.9294
O 7.9147 10.8696 10.8344
O 9.13 4.4592 18.2611
O 5.6414 9.4874 15.7725
O 5.5261 -0.0273 9.7336
O 3.5887 2.3023 13.4085
O 1.9785 5.6381 16.06
O 9.7075 1.0529 14.0447
O 4.3999 6.9444 11.5219
O 4.7431 4.5023 20.2546
O 9.9571 1.3297 16.6598
O 6.6618 4.3213 11.6379
O 5.5909 8.4038 18.5922
O 9.0827 2.7499 20.3238
O 3.606 1.1275 15.8018
O 4.2221 3.0826 17.9297
O 9.942 7.2248 20.8969
O 3.3448 8.6601 9.8145
O 3.9326 7.4178 16.3685
O 7.6364 0.4728 15.7072
O 8.9186 7.2952 15.047
O 3.9271 1.4337 21.1397
O 1.5918 9.1451 11.6899
O 2.3199 6.149 10.187
O 7.3543 6.4624 18.1514
O 7.2084 4.3543 21.1571
O 4.5474 8.2444 13.7906
O 3.3451 8.6507 19.9872
O 2.4878 3.2376 19.887
O 3.7418 10.3499 17.9896

Results
free energy: -130700.328 eV
free energy less fixed offsets of B -154.04, O -568.88, Si -635.61 eV per atom: 2.392 eV

Forces (eV/angstrom), in the order of the atoms: element, x, y, z
Si -0.0059 0.007 0.0205
Si -0.0017 0 0.0211
Si -0.0085 0.0071 0.0202
Si -0.0093 -0.0133 0.0239
Si 0.0082 -0.0017 0.0204
Si -0.0139 0.0081 0.0167
Si -0.0035 -0.0242 0.0184
Si -0.001 -0.0119 0.0163
Si 0.0064 -0.0056 0.0097
Si 0.0195 0.0091 0.0017
Si 0.0048 -0.0046 0.0074
Si -0.0013 0.0046 0.0067
Si -0.0037 0.0077 0.0044
Si 0.0034 0.0117 0.0247
Si 0.0082 0.0014 0.0257
Si -0.006 0.0175 0.0059
Si -0.0045 0.0105 -0.0395
Si -0.1516 -0.1595 0.1879
Si 0.0042 0.0024 0.076
Si -0.0042 0.0016 -0.0325
Si -0.0099 -0.0108 0.0377
Si 0.0105 -0.0033 -0.0396
Si 0.0151 -0.0029 -0.0326
Si -0.0712 -0.0776 -0.0518
Si -0.0011 0.0048 0.0206
Si 0.0056 0.0084 -0.1255
Si -0.0103 -0.0144 -0.0954
Si -0.0022 -0.0055 0.0231
Si -0.0018 0.0178 -0.051
Si -0.0058 -0.0031 0.0251
Si -0.0085 -0.0016 0.0206
B 0.2469 0.2333 -0.0865
Si 0.0107 -0.003 0.0165
Si 0.0138 -0.0531 -0.0113
Si 0.0021 0 0.0126
Si -0.0018 0.0086 0.0125
Si 0.0037 0.0002 0.0114
Si 0.0015 -0.0103 0.0078
Si 0.0019 -0.0091 0
Si -0.055 0.0236 -0.0179
Si 0.0046 -0.0069 -0.0014
Si -0.0102 0.0122 -0.0001
Si 0.0047 -0.0038 -0.0044
Si -0.0077 0.0033 -0.0003
Si -0.0054 0.007 -0.0013
Si 0.0241 -0.0061 0.0007
Si -0.0093 0.0252 0.0002
Si 0.0061 -0.0112 -0.0009
Si 0.0042 -0.0109 0.0048
Si 0.0003 0.0002 0.0005
Si -0.0006 0.0068 -0.0042
Si 0.005 -0.0063 0.0037
Si -0.0055 0.0013 -0.0051
Si -0.0063 -0.0059 0.0069
Si 0.0047 -0.0009 0.0039
Si -0.0013 0.0022 -0.0013
Si -0.0009 -0.0005 -0.0165
Si -0.0102 0.0105 -0.0129
Si -0.0083 0.0094 -0.0046
Si 0.0115 -0.005 -0.0179
Si -0.0091 0.0095 -0.0143
Si 0.0068 -0.0065 -0.0088
Si -0.0028 0.0006 -0.0171
Si 0.001 -0.0011 0.0021
Si 0.0417 0.0047 0.0945
Si 0.0011 0.0019 -0.0175
Si 0.0178 0.0081 0.1193
Si -0.0015 0.0142 -0.015
Si 0.0011 -0.0006 -0.0265
Si -0.0011 -0.0245 0.1141
Si -0.0058 0 -0.0146
Si -0.0205 -0.0097 0.0642
Si -0.0113 0.0037 -0.0722
Si -0.0041 -0.0009 0.0304
Si -0.0118 -0.0022 -0.0897
Si -0.0009 -0.0093 0.0301
Si 0.008 -0.0031 0.0306
Si 0.0021 0.002 -0.0664
Si -0.0007 -0.0008 0.0298
Si -0.003 0.0005 -0.0403
Si 0.0043 -0.016 -0.0093
Si -0.0032 0.0009 0.005
Si 0.0077 0.004 0.0016
Si 0.0166 -0.0078 -0.012
Si -0.0024 -0.0025 0.0041
Si 0.0015 -0.0098 -0.0063
Si 0.0088 0.001 -0.0076
Si -0.0003 0.0064 0.0034
Si -0.0259 0.0311 -0.0058
Si 0.0042 0.0008 -0.0242
Si 0.0016 -0.0101 -0.0356
Si -0.0074 0.0153 -0.0173
Si 0.0035 -0.0145 -0.0261
Si -0.0081 0.0052 -0.0139
Si -0.0101 0.0047 -0.0172
Si 0.0028 0.0014 -0.0266
O -0.0089 0.0087 0.0258
O -0.0017 0.0089 0.0335
O 0.0029 -0.0023 0.0196
O 0.0107 -0.0037 0.022
O 0.0035 -0.0139 0.0287
O 0.0195 -0.0143 0.0219
O -0.0073 0.0106 0.0313
O -0.0106 0.0039 0.0257
O -0.0035 0.0074 -0.0271
O -0.0039 0.0053 -0.023
O -0.003 0.0074 -0.0206
O 0.0065 -0.0031 -0.0217
O 0.005 -0.0091 -0.0259
O -0.0048 0.0098 -0.0233
O 0.008 0.0013 -0.022
O 0.0086 -0.0056 -0.0234
Si -0.0016 0.0012 -0.0099
Si 0.0044 -0.0012 -0.0226
Si 0.0017 -0.0009 -0.0001
Si -0.0021 0.0008 -0.0119
Si 0.0039 -0.0002 0.0197
Si -0.0001 -0.0008 -0.0115
Si 0.0009 0.0015 -0.0002
Si 0.0012 -0.0003 0.0065
Si -0.0002 0.0005 -0.0087
Si 0.0027 -0.006 0.0264
Si 0.0011 -0.0004 -0.0037
Si 0.0002 -0.0085 -0.0266
Si -0.0004 -0.0005 0.0125
Si -0.0006 -0.0021 0.0213
Si 0.001 -0.0008 -0.0001
Si 0.005 -0.0006 0.0187
Si -0.0074 0 -0.0161
Si -0.0072 0.0042 0.0197
Si -0.0006 0.0005 0.0222
Si 0.008 -0.0092 -0.0182
Si -0.0013 -0.0002 -0.0032
Si -0.0012 -0.002 0.0146
Si -0.0011 0.0001 0.0137
Si 0.0001 -0.0004 0.0007
Si 0 0.0014 0.0078
Si 0.0017 0.002 0.0113
Si -0.0004 -0.0009 0.0049
Si 0.0014 0.0018 0.0084
Si 0.004 -0.0071 -0.0218
Si -0.0044 0.0075 -0.026
Si 0.0012 0 -0.0103
Si -0.0026 0.0027 0.0194
Si -0.0019 0.0009 -0.0014
Si -0.0033 0.0039 0.0208
Si 0.0038 0.0073 -0.0228
Si 0.0003 -0.0007 0.0062
Si 0.0014 -0.0043 -0.0187
O 0.0014 -0.0019 -0.0065
O -0.0002 -0.0001 -0.0019
O -0.0011 -0.0029 -0.0081
O -0.0015 0.0014 0.0105
O -0.0021 0.0015 0.007
O 0.0014 0.0001 0.0023
O 0.0022 0.0048 0.0077
O -0.0004 0.0002 0.0016
O -0.0046 -0.0021 0.0089
O -0.0008 -0.0028 -0.0076
O 0.002 -0.0039 0.0123
O -0.0031 -0.0016 -0.0077
O 0.0012 0.0026 -0.0081
O 0 0 -0.0001
O 0.001 0.0007 -0.0082
O -0.0026 -0.0007 0.0052
O -0.0003 0.0007 -0.0018
O -0.0006 -0.0003 -0.0035
O -0.0008 -0.0003 0.0048
O 0.0004 -0.0004 0.0013
O -0.0006 -0.0005 -0.0016
O 0.0001 -0.0006 -0.0002
O 0.001 0.0003 -0.0004
O 0.0005 -0.0001 -0.0067
O 0 0.0002 -0.0024
O -0.0012 -0.0003 -0.0077
O -0.0005 -0.0015 0.0032
O 0.0003 0.0009 -0.0065
O 0.0012 -0.0007 0.0065
O 0 0.0003 -0.0017
O 0.0008 0.0003 0.0042
O -0.0022 0.0003 0.0049
O 0.0033 -0.0033 -0.0059
O 0.0008 -0.0006 -0.0082
O 0.0022 0.0019 0.0033
O -0.0022 -0.0074 -0.0005
O -0.0012 0.0007 0.0038
O -0.0037 0.0018 0.0042
O -0.0021 0.0015 -0.006
O 0.0004 0 -0.0007
O -0.0053 0.0068 0.0077
O 0.0001 -0.0003 0.0022
O -0.0009 -0.0004 -0.0024
O -0.0005 -0.0002 0.0031
O 0.0019 0.0031 0.0093
O -0.0034 -0.0011 -0.0081
O -0.0011 -0.0009 -0.002
O 0.0007 0.0002 0.0057
O 0.0001 -0.0007 -0.0054
O 0.0052 0.0019 -0.0114
O 0.0004 0.0003 -0.0013
O 0.0011 0.0008 -0.0055
O 0.0001 -0.0003 -0.006
O -0.0006 0.0037 0.0067
O -0.0003 -0.0003 -0.0025
O -0.0003 -0.0006 -0.0007
O -0.0002 0.0001 0.0007
O -0.0007 0.0005 -0.0075
O -0.0019 0 0.0049
O -0.0002 0.0044 0.0085
O 0.0005 -0.003 -0.0049
O -0.0018 0.0054 -0.0099
O -0.0012 0.001 0.0037
O 0.0024 0.0014 -0.0084
O 0.0021 0.0029 -0.0085
O -0.0017 0.0014 -0.0063

The program warned: the cutoff lies below the one the program advises for these potential files; the exchange-correlation potential is rough where the density is thin.
